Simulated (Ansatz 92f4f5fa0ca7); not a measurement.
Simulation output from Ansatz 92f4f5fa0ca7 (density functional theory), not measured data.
Periodic cell of 273 atoms, Si167O106, from a study of silicon, its oxide and their interface. The atomic structure is a simulated model.
This geometry differs little from another in the collection (a relaxation step or a small displacement).

Settings
functional: r2SCAN
potential files: Ansatz PAW
basis: plane waves
wave-function cutoff: 800 eV
density cutoff ratio: 5
exchange-correlation grid ratio: 1
k mesh: 1 x 1 x 1, Gamma-centred
self-consistency stop: 5e-08 eV per atom in the density residual
occupations: fixed
spin: none
net charge: 0

Cell vectors (angstrom)
a 11.6015 0 0
b 0 13.3963 0
c 0 0 29.8085

Atoms and the computed forces on them: element, x, y, z (angstrom), force x, y, z (eV/angstrom)
Si 11.5551 0.1803 22.8763 -0.0186 0.028 0.0019
Si 3.9194 0.1578 22.9988 -0.0311 0.0092 0.0002
Si 7.6748 0.1172 23.1248 0.0347 -0.0404 -0.0654
Si 2.0661 3.4557 22.8717 -0.0102 -0.0051 -0.0025
Si 5.8967 3.6892 22.9863 -0.033 0.0273 -0.0164
Si 9.7603 3.5356 23.0091 0.0338 0.0088 -0.0295
Si 11.664 6.8618 23.0504 0.0185 0.0161 -0.0239
Si 3.963 7.0341 23.1547 0.0153 0.0303 -0.0161
Si 7.7915 6.8819 23.2237 -0.0265 0.0211 -0.0472
Si 2.0389 10.236 23.2194 0.012 0.0354 -0.0433
Si 5.8583 10.0978 23.2782 -0.0466 -0.0158 -0.0298
Si 9.8464 10.0873 23.2118 -0.0207 0.0206 -0.0698
Si 11.6921 2.3815 23.7406 0.0068 0.0017 0.0038
Si 3.993 2.4028 23.7447 0.0123 0.0063 0.0028
Si 7.7881 2.4126 23.7519 -0.0195 0.0028 -0.0144
Si 2.0328 5.712 23.6867 -0.0024 -0.025 0.0014
Si 5.8344 5.8079 23.9757 0.0031 -0.0213 -0.0015
Si 9.7404 5.7272 23.8817 -0.001 -0.0113 -0.0062
Si 11.7543 9.0285 24.0041 0.0022 -0.0114 0.0042
Si 3.9055 9.1298 24.1585 0.0079 0.0035 -0.0099
Si 7.8484 9.08 24.0034 0.0239 0.0045 -0.0112
Si 1.9208 12.5039 23.7834 0.0015 -0.0006 0.0047
Si 5.7798 12.3766 23.906 0.0068 0.0022 -0.0099
Si 9.6903 12.3993 23.7795 -0.0094 -0.0131 -0.0045
Si 11.6441 2.2949 26.1636 -0.0062 -0.0013 -0.0151
Si 3.9171 2.3082 26.1653 -0.0062 -0.0049 -0.0084
Si 7.7585 2.314 26.17 0.0003 -0.0055 0.0006
Si 1.9798 5.6239 26.1394 -0.0036 0.0063 0.001
Si 5.8178 5.6622 26.3118 -0.0013 0.0046 0.0032
Si 9.7074 5.6387 26.252 -0.0034 0.0036 0.0056
Si 11.6691 8.9763 26.3317 -0.0068 0.0035 0.0138
Si 3.8842 9.013 26.444 -0.0045 -0.0039 0.0129
Si 7.793 9.0027 26.3341 -0.0054 -0.0004 0.0092
Si 1.9269 12.3865 26.1949 0.0023 -0.0087 -0.0048
Si 5.7981 12.3319 26.269 0.0058 -0.0002 0.0081
Si 9.69 12.3455 26.1879 -0.0024 -0.0051 -0.0014
Si 1.9695 1.1947 27.0105 0.0039 0.0088 0.0052
Si 5.8297 1.1815 27.0139 -0.0028 0.0009 -0.0042
Si 9.692 1.1806 26.9926 0.0081 0.0012 0.0038
Si 11.6464 4.5094 27.0055 0.0068 0.0003 -0.0019
Si 3.8839 4.5101 27.0293 0.0001 0.0042 0.0006
Si 7.7589 4.5174 27.0393 0.0026 0.0059 -0.0112
Si 1.9653 7.8158 27.0751 0.0055 0.0004 -0.0109
Si 5.8449 7.8844 27.0887 0.002 0.0006 -0.0148
Si 9.7163 7.8561 27.0695 0.0021 -0.0011 -0.0181
Si 11.6189 11.235 27.0337 0.0006 0.0019 -0.0035
Si 3.8491 11.2657 27.0717 -0.0064 0.0023 -0.0143
Si 7.7604 11.2395 27.0496 0.0015 0.0012 -0.0088
Si 1.9336 1.1164 29.4135 0.0701 0.1929 -0.2127
Si 5.8008 1.1164 29.4135 0.066 0.1481 -0.2074
Si 9.6679 1.1164 29.4135 0.0759 0.1185 -0.2754
Si 0 4.4654 29.4135 0.1423 0.0618 -0.1863
Si 3.8672 4.4654 29.4135 -0.0652 0.0425 -0.1854
Si 7.7343 4.4654 29.4135 0.0983 0.029 -0.0481
Si 1.9336 7.8145 29.4135 0.0126 -0.1828 0.2753
Si 5.8008 7.8145 29.4135 0.1112 0.0314 0.4375
Si 9.6679 7.8145 29.4135 0.0886 -0.0005 0.129
Si 0 11.1635 29.4135 0.0212 0.1766 -0.1154
Si 3.8672 11.1635 29.4135 -0.0959 0.3031 0.2228
Si 7.7343 11.1635 29.4135 0.0509 0.2019 -0.042
Si 0 0 0.3944 -0.082 -0.1509 -0.1669
Si 3.8672 0 0.3944 0.0287 -0.1795 0.3533
Si 7.7343 0 0.3944 -0.2103 -0.2339 0.0707
Si 1.9336 3.3491 0.3944 0.1187 -0.1644 -0.0842
Si 5.8008 3.3491 0.3944 -0.1273 -0.1388 0.2385
Si 9.6679 3.3491 0.3944 -0.2098 -0.0055 -0.0341
Si 0 6.6981 0.3944 -0.1177 -0.022 0.043
Si 3.8672 6.6981 0.3944 -0.002 -0.1601 -0.1455
Si 7.7343 6.6981 0.3944 0.0323 -0.0468 0.0822
Si 1.9336 10.0472 0.3944 -0.0467 -0.0032 -0.1081
Si 5.8008 10.0472 0.3944 0.118 0.112 0.0396
Si 9.6679 10.0472 0.3944 0.0084 -0.1359 -0.084
Si 11.5528 -0.0509 2.746 -0.0067 0.0021 0.0124
Si 3.8432 -0.0686 2.8112 0.0069 -0.0126 -0.0009
Si 7.672 -0.0904 2.7749 -0.0112 -0.0119 0.0015
Si 1.933 3.2736 2.7473 -0.0027 -0.0069 0.0117
Si 5.7586 3.2751 2.8053 -0.0096 -0.0044 0.0081
Si 9.6061 3.3074 2.7642 -0.0097 -0.0005 0
Si 11.5773 6.6374 2.76 -0.0057 0.0019 0.0129
Si 3.8695 6.6224 2.7404 0.0014 0.0018 0.0115
Si 7.7377 6.6476 2.7695 -0.0036 -0.0037 0.0008
Si 1.9274 9.9976 2.756 0.0036 0.0035 0.0102
Si 5.8186 10.0332 2.7748 0.0059 0.0013 -0.0012
Si 9.6756 9.9776 2.7557 0.0036 -0.0014 0.0074
Si 11.5584 2.1997 3.4476 0.0031 -0.0079 -0.0005
Si 3.8214 2.1266 3.6584 0.0075 0.0115 -0.0074
Si 7.6844 2.1132 3.5657 0.0114 0.0137 -0.006
Si 1.9098 5.5022 3.4878 0.0074 0.0121 -0.0157
Si 5.8087 5.5283 3.5639 -0.0013 0.0015 -0.0016
Si 9.6526 5.5234 3.6129 0.0037 -0.0011 -0.0031
Si 11.6122 8.867 3.5664 -0.006 -0.0005 -0.0102
Si 3.8948 8.8652 3.4456 -0.0053 -0.0067 -0.0141
Si 7.7393 8.8771 3.5606 -0.0063 0.0025 -0.0004
Si 1.8663 12.2271 3.5609 0.0067 -0.0067 -0.0027
Si 5.7574 12.2147 3.7371 0.0052 0.0016 0.0027
Si 9.6206 12.1973 3.5236 0.0046 0.0073 -0.0101
Si 11.4875 2.1576 5.7628 -0.0152 0.009 -0.0062
Si 3.7409 2.0338 6.0904 -0.027 0.0075 -0.0002
Si 7.6212 1.9767 5.939 -0.0177 -0.0045 0.0038
Si 1.8872 5.4164 5.8237 -0.0259 -0.0204 0.0211
Si 5.8061 5.4705 5.9361 -0.0114 -0.0089 -0.0071
Si 9.6254 5.448 6.0188 0.0041 0.0058 0.0051
Si 11.6406 8.7956 5.946 0.0047 -0.0084 0.0052
Si 3.9168 8.7869 5.7619 -0.0064 0.0114 0.0114
Si 7.7672 8.8108 5.9365 0.031 0.0038 -0.0083
Si 1.7845 12.1553 5.9382 -0.0196 0.0011 0.0154
Si 5.7242 12.1174 6.2524 -0.0152 0.002 0.0007
Si 9.5879 12.1151 5.8789 -0.0204 -0.019 0.0009
Si 1.6393 0.976 6.7451 0.0193 -0.0122 0.0158
Si 5.6824 0.9862 7.0246 0.0423 -0.0486 0.0302
Si 9.6459 0.9404 6.6122 0.0576 0.0114 0.0424
Si 11.5778 4.3168 6.7223 0.0009 -0.027 0.0232
Si 3.8347 4.3273 6.5748 0.0485 0.0206 0.06
Si 7.6915 4.1855 6.6364 -0.0098 0.0213 0.0742
Si 2.0347 7.6332 6.543 0.0012 0.0309 0.0485
Si 5.8299 7.7335 6.7311 0.01 -0.0041 0.0166
Si 9.7162 7.7102 6.7411 -0.0477 -0.026 0.0553
Si 11.4454 10.9906 6.798 0.0221 0.0169 0.0145
Si 3.6592 10.9335 6.667 0.0309 -0.0254 0.0679
Si 7.7636 10.9738 6.88 -0.0229 0.0189 0.0358
O 9.8602 7.8908 8.3933 -0.0081 -0.0285 0.0256
O 9.948 0.8331 8.2429 0.0103 -0.0079 0.0008
O 1.0424 0.9256 8.3147 -0.0467 -0.0044 0.0343
O 3.1439 10.5484 8.185 -0.0153 0.0136 0.0317
O 5.8366 7.8879 8.3874 -0.0007 0.0236 0.0032
O 5.6524 1.1393 8.7023 0.0151 -0.0149 0.0344
O 3.8375 4.3671 8.2103 0.0173 0.0031 0.0099
O 7.6221 3.7723 8.253 0.0091 0.0557 0.0085
O 0.0528 4.2476 8.3813 0.01 -0.0106 0.0653
O 11.1389 10.955 8.4363 0.0146 0.0208 0.0406
O 8.1041 10.7828 8.5107 -0.0298 0.0047 0.0299
O 2.3677 7.5255 8.1399 0.0035 -0.0105 -0.0024
O 11.4104 0.233 21.2087 -0.0034 0.0048 -0.0192
O 9.7936 3.654 21.3585 0.0061 -0.01 -0.0261
O 4.161 7.549 21.5837 0.0151 0.0228 -0.0116
O 5.9644 4.1882 21.387 -0.0152 -0.0159 -0.04
O 5.7193 9.7532 21.6604 -0.0022 -0.0201 -0.0162
O 2.1511 3.364 21.2034 0.0279 -0.0137 -0.0728
O 7.399 13.4123 21.4954 0.0354 -0.0044 -0.0073
O 3.9885 0.1768 21.3467 -0.018 -0.0197 -0.0285
O 7.7037 6.9619 21.5849 0.0001 0.0111 -0.0297
O 2.1425 10.2058 21.5798 0.0075 -0.0013 -0.0463
O 11.5675 6.9761 21.3982 0.0145 -0.0312 -0.0251
O 10.1625 9.6918 21.6261 -0.0442 0.0135 -0.0212
Si 11.6032 6.4443 11.2791 0.0152 0.0174 -0.008
Si 1.5569 10.367 16.2382 0.0088 0.0005 0.0279
Si 0.2468 3.6859 9.8919 0.0149 0.0273 -0.0211
Si 8.0911 12.849 20.1549 0.0015 -0.0256 0.04
Si 2.8581 10.4592 9.7635 -0.0141 0.0238 -0.0576
Si 2.5785 10.4104 20.0409 -0.0064 -0.0149 0.0102
Si 10.3647 3.7236 19.8431 -0.0278 0.0102 -0.0017
Si 0.23 12.7944 17.0784 0.0105 0.0022 0.02
Si 10.8141 0.7094 19.7603 -0.0268 -0.0154 0.0158
Si 3.1617 7.7505 16.2239 0.0028 0.0184 -0.0126
Si 0.352 6.4921 19.905 -0.0051 0.0146 0.0185
Si 9.3544 2.5051 14.2969 -0.0209 -0.0007 -0.0224
Si 2.9138 2.5583 11.0062 0.0014 0.0185 0.0258
Si 5.1048 11.9777 15.3671 -0.0069 0.0046 0.0354
Si 4.9346 8.6859 20.7061 0.0002 -0.0162 0.0358
Si 3.5973 -0.3762 11.2803 0.0319 0.0125 -0.0132
Si 5.5614 8.8877 14.7974 0.032 -0.038 -0.0464
Si -0.1543 11.311 9.9991 0.0264 -0.0102 -0.0061
Si 9.4586 10.0088 20.2055 0.0016 0.003 0.0536
Si 3.456 0.0638 19.8172 0.016 -0.0059 0.0166
Si 7.4742 4.709 9.5557 0.0033 -0.0116 -0.0349
Si 2.3536 12.3608 14.1484 0.0108 0.0116 0.0205
Si 6.1918 0.5754 10.1527 -0.0061 -0.0071 -0.0384
Si 2.7932 2.9119 19.7634 0.0034 0.0212 0.0223
Si 5.6968 4.447 13.6429 -0.0031 -0.0006 -0.001
Si 7.4629 0.1861 15.5866 -0.0175 -0.0319 0.0175
Si 9.5959 11.3162 15.2054 -0.0205 0.0039 0.0075
Si 1.9925 6.5473 13.532 0.0142 -0.0018 0.0055
Si 2.8189 3.5191 13.9789 -0.0152 0.0009 -0.0236
Si 11.7192 9.1752 18.4143 -0.0111 0.0214 0.0113
Si 11.26 0.8728 9.2044 0.0225 -0.0007 -0.0538
Si 9.1295 7.3159 9.7197 0.0157 -0.0177 -0.0594
Si 8.6649 8.533 14.5618 -0.0319 0.0253 0.0131
Si 4.7552 7.163 12.3474 0.0342 0.0453 0.0306
Si 2.9778 5.6441 18.7497 0.0012 0.004 0.0295
Si 2.5597 7.4154 9.7245 -0.034 -0.0127 -0.0321
Si 6.2744 8.4126 9.8603 0.002 0.0098 -0.0058
Si 4.3578 4.7828 9.6623 0.015 -0.0071 -0.0283
Si 9.38 10.465 12.2781 -0.0192 0.0023 -0.0008
Si 5.9353 13.0436 17.9641 0.0122 -0.0023 -0.0114
Si 7.9724 4.9452 18.3744 0 -0.0038 0.003
Si 8.2693 5.3848 15.215 -0.0273 -0.0091 0.0245
Si 7.3349 11.0576 9.9333 -0.0128 0.0178 -0.0376
Si 5.3803 4.2193 19.869 0.0229 0.001 0.007
Si 0.7526 1.478 15.0103 0.0161 -0.01 0.0199
Si 7.5449 7.5302 20.0876 0.0281 0.0146 -0.003
Si 7.6299 2.7881 11.8587 -0.0055 0.0313 -0.0138
O 3.4887 6.1052 10.0706 -0.0155 0.006 -0.0073
O 1.9092 2.6377 15.0096 -0.0045 -0.0105 -0.0409
O -0.3239 12.9367 10.1474 0.0108 -0.027 -0.0359
O 8.3878 8.8741 19.8589 0.0018 -0.0219 0.046
O 2.4376 1.3297 19.5069 0.0262 0.0159 0.0305
O 8.1158 5.2866 16.8116 -0.0007 -0.0145 0.016
O 2.7674 11.9901 19.6892 0.0236 0.0042 0.0225
O 7.1384 8.7497 15.0512 -0.0315 0.0035 -0.0658
O 1.2686 0.1759 14.1715 0.0163 0.0064 0.0237
O 4.3826 3.8056 14.3927 0.0043 0.0198 -0.0451
O 4.2384 3.4373 10.5999 -0.052 0.0079 -0.0082
O 10.9156 2.061 14.4872 0.0127 -0.0051 0.0128
O 11.4203 4.8491 10.9492 0.0093 0.0136 -0.0219
O 10.8104 11.9978 16.0596 0.0161 0.0166 0.0029
O 8.8845 6.8847 14.782 -0.0167 0.0248 -0.0071
O 1.7959 3.3579 10.174 0.0094 -0.0251 0.0191
O 8.4777 5.9222 9.2548 0.0032 0.0144 0.028
O 11.1154 2.3039 19.5236 -0.0115 0.0011 0.0302
O 5.4186 7.6201 10.9545 -0.0126 -0.003 0.0292
O 11.4661 7.6067 18.8054 0.0412 0.0321 0.0184
O 7.8713 8.2302 10.16 -0.0164 -0.0216 -0.0214
O 10.1739 7.1494 10.9492 -0.0068 -0.0145 -0.0289
O 9.1627 4.0771 14.7523 -0.0104 -0.0128 -0.0137
O 8.8168 11.4531 20.4523 -0.0109 -0.001 -0.0245
O 10.5997 10.5392 11.1759 -0.0232 0.0291 -0.0141
O 8.347 12.2191 15.724 0.0034 0.0153 -0.0247
O 4.4254 2.9133 19.8032 -0.0434 0.0428 0.0045
O 4.6602 0.2383 18.7486 0.0156 -0.0284 -0.0119
O 10.4843 10.0609 18.9647 0.039 -0.0349 0.0118
O 6.8002 0.6603 17.0104 -0.0246 -0.0674 -0.0112
O 0.5298 6.7241 12.8098 0.0329 -0.0177 -0.0424
O 1.0932 7.1283 10.3168 -0.0021 -0.0274 0.0254
O 3.1266 7.1349 12.5168 0.0591 -0.0239 0.0258
O 3.9346 9.553 19.7791 -0.023 0.0134 0.0477
O 6.7656 5.1635 14.6298 0.0054 -0.0282 -0.0395
O 0.5511 0.8859 16.5059 -0.0178 -0.0513 -0.0281
O 1.5159 11.7774 17.0887 -0.0579 -0.021 -0.044
O 5.2838 8.3119 13.33 -0.0099 -0.0542 0.0395
O 2.958 12.4169 12.6432 0.0015 0.0206 0.0054
O 6.4209 3.2306 12.8537 0.0309 0.0271 -0.0159
O 2.7649 9.3106 16.5489 -0.0484 -0.021 -0.0339
O 6.0075 7.924 19.7683 0.0202 -0.0078 0.0552
O 1.9618 6.3887 19.7658 -0.0167 -0.0239 -0.031
O 1.4498 9.7246 19.1339 -0.0303 -0.0026 -0.0061
O 9.4457 9.6929 15.4604 -0.0153 0.0314 -0.0635
O 3.1135 8.8958 10.2041 -0.0163 0.0008 -0.0233
O 9.0184 9.0155 13.0127 -0.0027 0.0374 0.0483
O 2.2039 7.2858 14.9717 0.0335 -0.0035 0
O 9.1493 3.9251 18.8022 -0.0016 0.0331 0.0237
O 4.731 7.9247 15.8218 -0.04 0.0297 -0.0349
O 7.2202 1.5926 10.8606 -0.0171 0.0154 0.0244
O 8.0865 6.3736 19.1159 -0.0353 -0.0189 0.0175
O 5.9305 5.1704 9.6729 -0.0215 -0.0263 -0.005
O 6.9731 -0.8923 19.0615 0.0015 0.041 -0.0011
O 11.103 2.2472 10.0774 0.0176 0.0041 -0.0193
O 8.9362 2.3995 12.7309 -0.0537 0.016 0.0291
O 9.7058 11.4553 13.5585 -0.0128 -0.0431 0.0138
O 6.5812 4.2132 18.7874 0.0099 0.0425 0.0284
O 6.0689 10.0247 9.9668 0.0539 -0.0246 -0.0026
O 1.358 10.8187 10.2326 0.002 0.009 -0.0247
O 5.1577 10.461 14.799 0.0146 -0.0072 0.0143
O 1.68 10.9266 14.6717 0.0066 0.0284 0.0426
O 11.3737 13.1085 18.6019 0.002 0.0077 -0.0452
O 5.4008 11.8782 16.9658 0.0235 0.0571 -0.0356
O 8.1224 10.9206 11.3511 0.0315 -0.009 -0.0254
O 11.3247 5.0198 19.6486 -0.0197 -0.0032 0.0198
O 8.3525 1.4411 15.059 0.0078 0.0067 -0.0125
O 2.4327 4.0721 18.6349 0.0336 0.0072 0.036
O 3.7294 11.6988 10.3519 -0.0605 0.0032 0.0137
O 9.1942 0.5472 19.705 0.0381 -0.0084 0.0143
O 2.7617 2.6774 12.6045 -0.0032 0.0305 -0.0047
O 3.629 12.6021 15.1246 0.0105 -0.037 -0.0331
O 7.9993 4.0489 10.9204 -0.0416 -0.0567 0.0067
O 5.0956 0.2546 11.3141 -0.0322 -0.0246 -0.0321
O 4.435 5.4966 19.4643 -0.0429 -0.0464 0.0025
O 6.1811 13.0339 14.7061 0.0231 -0.0116 0.0535
O 3.0429 6.5938 17.3972 0.0052 -0.0036 0.0057
O 2.7952 0.9486 10.7093 0.0169 0.0116 0.0285
O 0.292 9.465 16.8105 0.0682 0.0277 0.0328
O 5.228 5.6376 12.6427 -0.0126 0.0246 0.037
O 2.1344 4.961 13.7789 0.0191 -0.007 -0.0009
O 6.9027 12.5881 9.7871 -0.014 -0.0163 0.0352

Results
free energy: -167271.666 eV
free energy less fixed offsets of O -570.45, Si -639.56 eV per atom: 2.554 eV

The program warned: the cutoff lies below the one the program advises for these potential files; the forces do not sum to zero within the program's tolerance; empty levels may hold ghost states of the PAW files; the exchange-correlation potential is rough where the density is thin.
